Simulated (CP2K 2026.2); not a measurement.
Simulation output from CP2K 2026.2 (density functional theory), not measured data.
Periodic cell of 513 atoms, Si351O162, from a study of silicon, its oxide and their interface. The atomic structure is a simulated model.
Doubt: the forces sum to 3.48 eV/angstrom along one axis rather than to zero, so they err by at least 0.0068 eV/angstrom per atom on average; the grid cutoff is modest.

Settings: functional PBE; method Gaussian and plane waves; basis set DZVP-MOLOPT-SR-GTH; pseudopotentials GTH-PBE; grid cutoff 300 Ry, relative cutoff 40 Ry; k points Gamma only; occupations fixed; spin none; net charge 0.

Cell vectors (angstrom)
a 16.407 0 0
b 0 16.407 0
c -0.283 1.0884 34.4589

Atoms and the computed forces on them: element, x, y, z (angstrom), force x, y, z (eV/angstrom)
Si 15.731 0.995 0.123 0.06 -0.129 0.207
Si 2.083 3.282 0.266 0.065 -0.002 0.194
Si 0.067 5.657 0.128 0.012 0.039 0.216
Si 2.845 8.486 0.235 -0.013 -0.024 0.184
Si 15.77 11.808 0.249 0.042 -0.008 0.268
Si 2.598 14.404 0.249 0.012 -0.107 0.2
Si 5.541 16.29 0.208 -0.024 0.063 0.205
Si 7.739 2.874 0.03 0.013 0.03 0.184
Si 4.663 7.233 34.21 0.087 -0.058 0.222
Si 7.685 9.962 34.139 0.061 -0.141 0.193
Si 5.821 11.207 0.055 -0.107 0.053 0.261
Si 8.909 13.399 0.15 -0.121 0.093 0.244
Si 11.32 16.012 0.169 -0.02 0.132 0.228
Si 13.492 3.076 0.458 0.011 -0.023 0.115
Si 10.891 6.232 34.111 -0.102 0.123 0.209
Si 13.201 9.009 0.194 -0.036 -0.038 0.259
Si 11.022 11.151 0.57 -0.003 -0.017 0.099
Si 13.607 13.98 0.577 0.007 0.009 0.103
Si 0.957 1.852 1.701 -0.01 0.053 -0.042
Si 3.958 4.426 1.194 -0.024 0.003 -0.047
Si 1.283 7.2 1.466 -0.001 -0.003 -0.055
Si 4.145 10.054 1.376 0.02 -0.026 -0.047
Si 1.194 12.842 1.38 -0.016 0.006 -0.051
Si 3.993 15.457 1.739 0.012 -0.025 -0.077
Si 6.823 1.375 1.544 -0.012 0.024 -0.05
Si 9.35 4.342 1.119 0.024 -0.02 -0.032
Si 6.729 7.221 1.029 -0.023 0.01 -0.043
Si 9.423 9.743 1.452 0.019 0.016 -0.026
Si 7.016 12.625 1.453 0.014 -0.055 -0.047
Si 9.716 15.097 1.607 0.032 -0.035 -0.083
Si 12.1 1.521 1.464 0.002 0.003 -0.038
Si 14.932 4.537 1.58 -0.02 0 -0.042
Si 12.098 7.084 1.134 0.025 0.01 -0.03
Si 14.825 10.059 1.575 -0.014 0.019 -0.062
Si 12.3 12.575 1.895 0.008 -0.008 -0.044
Si 14.966 15.581 1.539 -0.009 -0.006 -0.041
Si 16.161 3.214 3.092 0.013 -0.012 0.008
Si 2.514 0.464 2.92 0.01 -0.005 0.006
Si 16.282 8.6 2.769 0.002 -0.004 -0.005
Si 2.674 5.775 2.761 0.005 -0.002 0.016
Si 16.347 14.173 2.881 0.018 0.009 0.009
Si 2.638 11.383 2.681 0.002 0.006 0.004
Si 5.343 2.99 2.636 -0.015 -0.002 0.021
Si 8.275 0.142 2.881 -0.015 0.017 0.005
Si 5.47 8.559 2.664 -0.003 0.013 0.009
Si 8.077 5.829 2.512 0.007 -0.003 -0.001
Si 5.515 13.985 2.831 -0.012 0 0.021
Si 8.179 11.183 2.887 -0.02 0.011 0.011
Si 10.681 2.992 2.671 -0.005 -0.007 0.017
Si 13.525 0.367 2.959 -0.004 0.002 0.011
Si 10.797 8.346 2.726 -0.013 -0.013 0.012
Si 13.48 5.929 2.739 0.014 0 0
Si 10.915 13.908 3.173 -0.011 0.005 0.002
Si 13.638 11.233 3.176 -0.005 0.004 -0.007
Si 1.305 4.515 4.257 -0.004 -0.001 -0.003
Si 3.984 1.788 4.18 -0.017 0.008 -0.001
Si 1.301 9.969 4.095 0 0.001 0.008
Si 4.063 7.191 4.062 -0.003 -0.007 -0.011
Si 1.273 15.449 4.312 -0.01 -0.006 -0.009
Si 4.04 12.65 4.134 -0.002 -0.013 0.005
Si 6.737 4.423 3.964 0 -0.002 -0.001
Si 9.487 1.665 4.207 0.003 -0.001 -0.002
Si 6.75 9.854 4.183 -0.001 -0.001 -0.007
Si 9.398 7.078 4.101 0.012 0.009 -0.001
Si 6.815 15.315 4.257 0.007 -0.006 -0.005
Si 9.47 12.526 4.353 0.016 0.002 0.003
Si 12.125 4.423 4.036 0 -0.002 -0.002
Si 14.842 1.75 4.345 -0.013 0.002 0.002
Si 12.134 9.776 4.228 0.004 0.007 0.007
Si 14.896 7.234 4.151 -0.004 0.002 0.005
Si 12.259 15.385 4.379 0.003 -0.004 -0.002
Si 15.025 12.742 4.305 -0.002 -0.001 0.001
Si 16.278 0.386 5.65 0.001 -0.002 0.002
Si 2.651 3.123 5.602 0.003 -0.002 0.003
Si 16.288 5.88 5.543 0.006 0.006 0
Si 2.667 8.559 5.453 -0.001 -0.001 -0.01
Si -0.02 11.304 5.569 0.006 0.009 -0.005
Si 2.692 14.025 5.555 0.003 0.008 0
Si 5.383 0.356 5.508 -0.001 -0.001 0.002
Si 8.066 3.077 5.461 -0.003 -0.005 -0.003
Si 5.406 5.795 5.435 -0.002 0 -0.009
Si 8.113 8.489 5.531 -0.003 0.002 -0.002
Si 5.363 11.243 5.525 -0.006 0.001 0.001
Si 8.115 13.947 5.659 -0.008 -0.003 0.002
Si 10.854 0.365 5.644 0.002 -0.001 -0.001
Si 13.461 3.143 5.586 0.001 -0.007 -0.004
Si 10.787 5.748 5.483 -0.005 -0.003 -0.011
Si 13.553 8.512 5.599 -0.007 -0.005 -0.007
Si 10.847 11.17 5.654 -0.014 -0.001 0.002
Si 13.628 14.023 5.703 0.004 0.009 -0.003
Si 1.28 1.747 6.965 -0.003 0.001 -0.002
Si 4.045 4.49 6.905 -0.002 -0.001 -0.003
Si 1.283 7.232 6.881 -0.006 0.002 -0.002
Si 4.002 9.889 6.895 0 0.001 -0.004
Si 1.334 12.654 6.944 0.002 -0.006 0.002
Si 4.037 15.4 6.917 -0.001 -0.001 -0.004
Si 6.73 1.729 6.885 -0.002 0.001 -0.006
Si 9.44 4.409 6.882 0.005 -0.001 0.001
Si 6.735 7.136 6.883 0.003 0.001 -0.003
Si 9.444 9.835 6.972 0.009 0.003 0.002
Si 6.706 12.593 6.958 0.001 0.002 -0.002
Si 9.481 15.368 6.971 0.004 -0.001 -0.003
Si 12.186 1.749 6.999 -0.003 0.002 0.004
Si 14.921 4.48 6.906 -0.003 -0.001 -0.003
Si 12.169 7.113 6.903 0.004 0.002 0.001
Si 14.953 9.93 6.905 -0.004 0.006 -0.002
Si 12.22 12.605 6.974 0.006 -0.001 0.001
Si 14.966 15.411 7.039 -0.002 -0.004 0
Si 16.302 3.12 8.3 0.001 -0.004 -0.001
Si 2.66 0.354 8.294 0 -0.001 -0.001
Si 16.324 8.57 8.276 -0.001 0.005 -0.005
Si 2.65 5.852 8.264 -0.003 0.002 0.001
Si -0.045 14.015 8.324 -0.001 0.006 -0.002
Si 2.668 11.263 8.297 -0.001 0.001 0.001
Si 5.386 3.096 8.276 -0.002 0.001 0.002
Si 8.095 0.355 8.282 0.001 -0.003 -0.003
Si 5.369 8.518 8.265 0 0.001 -0.002
Si 8.098 5.788 8.267 -0.001 -0.001 -0.004
Si 5.369 14.008 8.3 0.001 0 0.001
Si 8.08 11.233 8.325 -0.002 0.001 0.002
Si 10.797 3.092 8.318 0.001 -0.008 0.002
Si 13.575 0.379 8.356 0.003 -0.001 0.002
Si 10.83 8.485 8.307 -0.004 -0.003 -0.002
Si 13.559 5.808 8.298 0.001 -0.003 -0.003
Si 10.849 13.996 8.33 -0.001 0.001 -0.001
Si 13.598 11.26 8.319 -0.004 0.006 -0.003
Si 1.286 4.484 9.656 -0.003 -0.001 -0.001
Si 4.024 1.732 9.65 -0.001 0 0
Si 1.283 9.915 9.662 -0.004 0 0.001
Si 4.01 7.184 9.671 -0.002 0 -0.002
Si 1.315 15.389 9.68 -0.001 0 0
Si 4.013 12.636 9.67 0 0 0
Si 6.749 4.441 9.664 0.002 -0.001 -0.001
Si 9.452 1.714 9.671 0 -0.001 0.001
Si 6.706 9.877 9.686 0.002 0.001 0
Si 9.445 7.145 9.668 0.005 0.002 -0.001
Si 6.737 15.387 9.651 0.002 0 -0.002
Si 9.456 12.626 9.676 0.003 0.001 0
Si 12.194 4.448 9.669 0.003 0.002 -0.001
Si 14.964 1.742 9.696 -0.003 0.002 0.001
Si 12.205 9.878 9.653 0.001 0.002 0
Si 14.947 7.191 9.637 -0.001 0.001 -0.003
Si 12.207 15.388 9.693 0 0 0.001
Si 14.97 12.643 9.659 0.002 0 0
Si -0.048 0.364 11.037 0.002 -0.004 0.001
Si 2.672 3.11 11.024 -0.003 -0.003 0.001
Si -0.087 5.851 11.031 -0.004 0.002 -0.002
Si 2.645 8.554 11.044 0 0.003 0.001
Si -0.081 11.28 11.024 -0.003 0.003 0
Si 2.663 14.004 11.041 -0.002 -0.001 0
Si 5.384 0.356 11.019 -0.001 -0.002 -0.002
Si 8.106 3.08 11.044 0.001 -0.003 0
Si 5.385 5.808 11.039 0 -0.001 0
Si 8.07 8.505 11.05 0 0 0.001
Si 5.35 11.268 11.058 0 0.004 0.001
Si 8.087 14.017 11.034 0.001 0.004 -0.001
Si 10.823 0.359 11.043 -0.001 0 0.001
Si 13.578 3.104 11.044 -0.001 -0.004 0.002
Si 10.823 5.803 11.032 0 -0.002 -0.001
Si 13.577 8.531 11.021 0 0.001 -0.004
Si 10.825 11.239 11.026 0.001 0.001 -0.002
Si 13.601 14.009 11.019 0.001 0.001 -0.003
Si 1.333 1.737 12.402 -0.001 0.005 0
Si 4.045 4.45 12.433 0.001 0.001 0
Si 1.291 7.195 12.427 0.001 0 0
Si 3.981 9.913 12.451 -0.003 -0.001 0.001
Si 1.288 12.632 12.394 -0.003 0.004 0.001
Si 4.038 15.38 12.382 0.001 0.003 -0.002
Si 6.737 1.723 12.403 0.003 -0.001 0.002
Si 9.468 4.45 12.412 0.005 -0.002 0.002
Si 6.717 7.154 12.461 0 0.001 0.001
Si 9.433 9.88 12.404 -0.002 0.003 0
Si 6.715 12.651 12.411 0.002 -0.001 -0.001
Si 9.435 15.409 12.397 0.002 -0.004 0.002
Si 12.204 1.739 12.4 0.004 0 0.002
Si 14.95 4.483 12.399 0.001 0.003 -0.003
Si 12.188 7.173 12.379 -0.002 0.002 -0.003
Si 14.954 9.902 12.364 -0.003 0 -0.002
Si 12.215 12.623 12.354 0.002 0.001 0
Si 14.988 15.375 12.369 -0.001 0.003 0.001
Si -0.032 3.14 13.735 -0.007 -0.001 0
Si 2.722 16.761 13.756 0.001 -0.006 -0.002
Si -0.085 8.586 13.769 -0.002 0.004 -0.001
Si 2.685 5.831 13.795 0.001 -0.005 0.001
Si -0.052 14.007 13.747 0.001 -0.004 0
Si 2.604 11.282 13.825 -0.003 0.004 0.003
Si 5.426 3.084 13.819 -0.002 -0.004 0.001
Si 8.073 16.783 13.798 -0.001 0.002 0.001
Si 5.328 8.527 13.828 0.004 0.004 0.001
Si 8.103 5.777 13.822 0.002 -0.001 0.003
Si 5.368 14.034 13.798 -0.001 0.001 0.001
Si 8.046 11.248 13.765 0.002 0.008 -0.001
Si 10.842 3.117 13.787 0.001 -0.001 0.004
Si 13.618 16.762 13.691 0.001 -0.006 -0.002
Si 10.795 8.494 13.758 0.002 -0.003 0.002
Si 13.55 5.836 13.762 -0.002 0.001 0.002
Si 10.825 14.004 13.674 0.001 0.006 -0.004
Si 13.575 11.242 13.72 0.002 0 -0.001
Si 1.35 4.465 15.161 0.009 0.008 -0.004
Si 4.107 1.676 15.173 0 0.008 0.001
Si 1.224 9.932 15.231 -0.003 -0.004 0.011
Si 3.973 7.187 15.262 -0.002 0.003 0.005
Si 1.356 15.381 15.084 0.003 0.009 -0.002
Si 3.986 12.666 15.157 -0.003 0.003 -0.002
Si 6.77 4.434 15.255 0.005 -0.002 0.004
Si 9.437 1.785 15.138 0.005 -0.004 0.004
Si 6.684 9.889 15.191 -0.003 0 -0.004
Si 9.462 7.13 15.197 -0.003 -0.002 0.001
Si 6.711 15.419 15.194 0.004 -0.006 0.002
Si 9.443 12.653 15.034 0 -0.002 -0.001
Si 12.201 4.489 15.18 0.01 0.006 0.001
Si 15.014 1.733 15.023 0.004 0.005 -0.004
Si 12.169 9.877 15.061 -0.006 -0.007 0
Si 14.931 7.22 15.081 -0.001 0.005 -0.005
Si 12.208 15.387 14.984 -0.002 0 -0.004
Si 14.969 12.602 15.06 -0.004 0 0.002
Si 0.012 16.798 16.363 -0.007 -0.001 -0.002
Si 2.749 3.037 16.498 -0.001 -0.013 0.003
Si -0.059 5.911 16.418 -0.009 -0.014 0.003
Si 2.545 8.549 16.651 0.012 0.006 0.006
Si 16.249 11.322 16.604 -0.002 0.001 0.007
Si 2.688 14.074 16.551 -0.006 -0.009 -0.002
Si 5.433 16.788 16.7 -0.01 0.001 0.003
Si 8.164 3.106 16.692 0.002 0.001 0.012
Si 5.39 5.816 16.608 -0.009 -0.005 0.006
Si 8.06 8.487 16.535 0.002 0.001 0.003
Si 5.268 11.256 16.54 0.009 0.008 -0.002
Si 8.118 14.008 16.437 0.005 0.005 -0.001
Si 10.859 16.775 16.321 0 -0.004 0.002
Si 13.669 3.085 16.389 0.001 -0.005 0
Si 10.818 5.803 16.658 -0.006 0.011 0.007
Si 13.529 8.541 16.448 0.004 0.003 0.007
Si 10.77 11.252 16.358 0.004 0.013 -0.003
Si 13.558 13.985 16.289 -0.002 0.001 -0.003
Si 1.429 1.625 17.837 0.001 0 -0.018
Si 4.073 4.372 17.934 0.001 0.002 -0.022
Si 1.051 7.249 18.023 -0.006 0.005 -0.015
Si 3.86 9.97 18.019 -0.007 0.005 -0.018
Si 1.262 12.775 17.907 0.016 0.006 -0.014
Si 4.031 15.391 18.051 0.001 -0.005 -0.008
Si 6.892 1.707 18.139 0.003 -0.007 -0.005
Si 9.501 4.458 18.182 0.004 0.004 0.005
Si 6.729 7.18 18.029 0.007 0.013 0.002
Si 9.463 9.891 17.782 -0.009 -0.014 -0.02
Si 6.732 12.619 17.769 -0.013 0.002 -0.018
Si 9.53 15.433 17.7 -0.005 0.009 -0.006
Si 12.238 1.719 17.645 -0.005 0.003 -0.01
Si 15.12 4.427 17.693 -0.002 0.027 -0.018
Si 12.279 7.183 17.923 0 -0.003 -0.012
Si 14.717 9.959 17.889 -0.008 -0.025 -0.004
Si 12.147 12.646 17.618 0 -0.011 -0.009
Si 14.959 15.397 17.512 0.006 0.005 -0.009
Si 0.087 3.081 19.065 -0.001 -0.015 0.055
Si 2.644 16.737 19.49 -0.018 0.018 0.042
Si 15.911 8.656 19.428 0.018 -0.001 0.035
Si 2.457 5.659 19.125 0.043 -0.017 0.06
Si 16.218 14.246 19.068 -0.018 0.023 0.049
Si 2.461 11.411 19.421 0.014 0.004 0.045
Si 5.53 3.148 19.498 -0.035 0.001 0.055
Si 8.432 16.672 19.357 0.003 -0.022 0.059
Si 5.277 8.565 19.339 -0.012 -0.03 0.033
Si 8.11 5.954 19.61 -0.013 0.013 0.046
Si 5.551 14.004 19.256 0.022 -0.019 0.054
Si 8.038 11.205 19.119 -0.012 0.013 0.041
Si 11.064 2.926 19.272 0.053 -0.018 0.064
Si 13.607 16.687 18.848 0.025 0.014 0.021
Si 10.947 8.739 19.199 -0.028 -0.004 0.077
Si 13.716 5.622 19.093 0.016 -0.01 0.068
Si 10.869 14.023 18.956 -0.014 -0.007 0.014
Si 13.314 11.405 19.192 -0.031 0.019 0.058
Si 1.611 4.021 20.661 -0.082 0.085 -0.289
Si 3.993 1.895 20.746 0.038 -0.059 -0.243
Si 0.421 10.575 20.564 0.059 0.025 -0.182
Si 3.927 6.896 20.346 -0.051 0.16 -0.177
Si 0.636 15.871 20.59 0.126 -0.014 -0.254
Si 4.36 12.44 20.534 -0.125 0.075 -0.223
Si 6.408 4.92 21.054 0.211 -0.13 -0.112
Si 10.306 1.163 20.647 -0.06 -0.047 -0.2
Si 6.547 10.105 20.641 0.103 -0.135 -0.182
Si 9.725 7.417 20.636 -0.079 0.028 -0.209
Si 7.32 14.989 20.57 -0.005 0.005 -0.243
Si 9.412 12.717 20.219 -0.021 -0.005 -0.07
Si 12.853 3.879 20.477 -0.09 0.065 -0.245
Si 14.974 1.688 20.066 0.007 0.015 -0.117
Si 11.623 10.548 20.68 0.091 -0.038 -0.289
Si 14.588 7.019 20.732 -0.007 0.064 -0.255
Si 12.417 15.232 20.23 0.037 -0.032 -0.001
Si 14.668 12.968 20.234 -0.039 0.05 -0.054
Si 9.727 0.912 27.531 -0.058 0.02 -0.012
Si 1.632 3.299 25.845 -0.043 -0.008 -0.033
Si 16.204 5.304 22.907 0.019 -0.035 -0.033
Si 1.803 10.124 23.169 -0.045 -0.029 -0.014
Si 0.46 15.457 23.617 -0.066 0.027 0
Si 12.577 14.341 28.614 -0.063 0.033 0.018
Si 8.259 8.759 22.879 0.059 0.116 -0.004
Si 6.662 15.605 25.346 0.056 -0.042 -0.018
Si 6.263 0.718 22.708 -0.04 -0.041 -0.082
Si 8.997 1.995 23.33 -0.021 0.024 0.069
Si 9.597 4.531 28.564 0.024 0.102 -0.061
Si 12.058 6.129 22.145 0.085 0.062 0.002
Si 13.905 12.138 25.283 -0.032 -0.059 0.132
Si 2.441 11.662 30.336 0.073 -0.024 0.017
Si 2.339 16.855 25.406 -0.012 0.019 0.03
Si 1.76 6.101 25.087 -0.022 -0.026 0.013
Si 1.584 10.484 25.943 0.007 -0.019 0.013
Si 3.942 13.736 28.597 0.138 -0.01 0.007
Si 14.571 16.766 25.24 0.091 -0.032 0.045
Si 12.127 7.344 24.914 -0.017 0.032 0.044
Si 6.425 6.506 23.593 -0.081 -0.192 0.108
Si 4.073 14.433 25.659 0.081 0.027 0.071
Si 9.124 3.479 25.964 0.016 0.071 -0.05
Si 0.257 16.557 27.664 -0.024 0.036 -0.01
Si 12.205 14.775 25.669 0.016 -0.009 0.025
Si 9.914 9.296 25.468 0.004 -0.025 0.016
Si 0.214 13.084 25.449 0 -0.051 0.05
Si 12.248 10.05 23.782 -0.132 -0.02 -0.003
Si 14.953 3.339 24.862 0.045 0.062 0.037
Si 1.017 2.905 28.816 -0.006 -0.07 -0.046
Si 3.187 2.314 30.91 0.012 -0.014 0.019
Si 11.136 16.512 30.065 -0.025 0.021 0.037
Si 3.559 7.685 23.122 -0.086 -0.106 -0.01
Si 1.084 9.326 28.627 -0.018 0.014 0.013
Si 4.912 10.093 30.402 0.006 -0.008 -0.002
Si 6.86 17.182 28.176 -0.04 -0.035 -0.013
Si 9.507 15.707 25.008 0.014 -0.037 -0.011
Si 6.142 7.864 26.342 0.012 -0.018 -0.044
Si 4.868 5.991 28.433 0.087 0.068 0.019
Si 6.817 3.647 27.751 0.037 0.013 0.033
Si 8.203 9.664 28.028 -0.047 -0.041 0.011
Si 10.854 2.901 30.513 0.115 -0.068 0.05
Si 13.752 5.399 26.793 -0.006 -0.074 -0.027
Si 13.259 6.407 29.349 -0.109 -0.046 -0.054
Si 13.934 11.821 28.447 0.067 -0.028 -0.049
Si 14.95 8.86 32.522 0.051 0.003 0.104
Si 1.412 1.727 33.189 0.011 0.02 -0.061
Si 0.644 11.149 32.655 -0.013 -0.041 0.056
Si 1.946 6.6 28.162 0.056 -0.002 -0.078
Si 4.867 16.161 30.147 -0.06 0.03 0.073
Si 5.841 11.524 28.034 -0.022 0.026 0.045
Si 5.473 7.296 31.169 -0.041 0.009 0.01
Si 5.392 3.258 32.521 -0.007 0.059 0.067
Si 7.653 9.316 31.096 0.07 0.065 -0.019
Si 4.694 10.517 25.468 0.003 -0.002 0.001
Si 4.773 14.868 33.055 0.008 0.041 0.058
Si 8.061 2.541 31.943 -0.033 0.034 -0.001
Si 15.782 5.271 28.95 -0.043 -0.02 -0.036
Si 10.923 5.707 31.044 -0.095 -0.06 0.039
Si 3.687 12.406 23.397 0.095 0.006 0.016
Si 14.494 8.95 29.558 0.031 0.049 -0.096
Si 9.109 16.376 32.333 0.03 -0.066 0.092
Si 15.506 14.133 28.165 0.102 -0.139 0.131
O 2.186 1.389 31.818 0.102 -0.292 -0.244
O -0.216 1.866 33.108 0.184 -0.011 -0.012
O 0.828 5.558 34.047 -0.142 -0.151 0.207
O 2.103 3.163 33.62 -0.018 -0.094 -0.402
O 15.472 7.521 33.308 0.282 0.052 -0.058
O 0.78 6.037 29.136 -0.024 -0.062 0.023
O -0.22 9.861 32.171 0.07 -0.071 -0.265
O 1.811 10.554 33.609 0.19 -0.146 -0.307
O 16.046 12.211 33.337 -0.04 -0.128 -0.381
O 14.072 14.875 28.288 0.043 0.118 -0.013
O 5.18 13.295 33.235 0.135 -0.155 -0.293
O 3.174 14.925 33.416 0.165 -0.383 -0.229
O 1.537 16.858 34.201 -0.039 -0.037 -0.295
O 5.651 15.861 34.05 0.057 -0.217 0.287
O 6.007 4.322 33.645 -0.036 0.213 -0.004
O 4.053 3.525 31.631 -0.084 0.202 -0.168
O 5.049 6.763 32.656 -0.221 -0.012 -0.17
O 3.534 8.435 33.972 0.234 0.304 0.075
O 8.322 9.626 32.596 0.001 -0.137 -0.004
O 8.513 9.353 29.653 0.027 -0.308 0.123
O 6.527 6.665 25.248 0.133 -0.265 0.198
O 6.534 11.127 33.897 0.167 -0.181 -0.215
O 8.459 15.096 33.081 0.069 -0.05 0.001
O 4.982 1.874 33.313 0.232 -0.037 -0.125
O 8.445 3.281 33.354 0.211 -0.112 0.002
O 7.828 17.352 32.112 -0.074 -0.096 -0.046
O 14.255 3.141 34.112 -0.042 0.113 -0.136
O 12.181 5.18 34.061 0.32 -0.002 0.206
O 10.425 6.348 32.489 -0.161 -0.056 -0.114
O 7.03 7.804 31.212 0.176 0.101 -0.119
O 13.785 9.622 33.348 -0.13 -0.007 -0.328
O 1.336 12.088 26.044 0.126 0.297 -0.058
O 9.748 13.311 34.227 -0.035 -0.129 0.107
O 11.801 11.256 34.167 0.059 0.139 -0.032
O 14.346 14.017 34.213 -0.033 -0.005 -0.144
O 12.238 16.019 34.182 -0.261 0.104 -0.215
O 15.089 4.271 23.521 0.05 0.131 0.04
O 0.939 4.478 22.092 -0.119 -0.121 0.217
O 4.87 1.314 22.056 -0.076 0.02 -0.001
O 2.81 2.989 21.183 0.09 -0.037 -0.072
O 0.789 9.795 21.967 0.105 -0.118 0.085
O 15.768 11.831 20.946 0.133 0.032 0.178
O 5.09 5.827 20.755 0.097 0.16 0.196
O 2.994 7.141 21.699 0.032 0.198 0.164
O 2.257 11.681 23.087 0.063 -0.105 -0.352
O 0.701 15.113 22.048 0.231 -0.255 0.048
O 4.126 13.133 22.013 -0.217 0.045 0.103
O 3.708 16.005 25.447 0.148 0.328 0.226
O 6.466 5.056 22.765 0.046 0.067 0.187
O 7.725 7.234 22.972 0.283 -0.262 -0.071
O 9.938 2.054 22.001 0.008 0.325 0.288
O 9.446 17.052 24.111 0.283 0.174 0.143
O 5.367 11.2 20.936 0.051 0.067 0.243
O 7.18 9.742 22.139 0.108 -0.091 -0.094
O 8.64 9.202 24.413 -0.158 -0.035 -0.016
O 10.674 6.25 21.299 -0.011 -0.299 0.023
O 6.723 15.787 21.882 0.023 0.044 0.198
O 6.064 16.644 24.242 0.087 -0.034 -0.033
O 10.456 11.695 21.047 0.177 -0.01 0.19
O 8.398 13.785 21.055 -0.083 0.171 0.146
O 11.731 6.317 23.719 0.107 -0.256 0.27
O 12.532 4.586 21.933 -0.089 0.082 0.11
O 13.944 2.696 20.902 0.057 -0.127 -0.11
O 15.982 0.7 20.955 -0.162 -0.091 0.164
O 12.085 10.038 22.167 0.122 -0.204 0.098
O 13.29 11.196 24.148 0.125 0.036 -0.306
O 15.587 6.369 21.857 0.155 -0.22 -0.167
O 13.152 7.236 21.578 -0.192 0.166 -0.078
O 10.864 14.849 24.716 -0.053 -0.186 -0.18
O 11.405 16.347 21.058 -0.086 -0.113 0.035
O 15.895 13.954 26.603 0.243 0.338 0
O 13.128 13.549 25.176 -0.309 0.118 -0.135
O 13.546 14.124 20.922 0.006 0.04 0.016
O 15.365 15.894 24.096 0.12 -0.085 0.192
O 1.608 3.535 27.443 0.012 -0.079 0.191
O 2.315 4.571 25.119 0.189 -0.052 -0.186
O 0.422 6.151 24.16 0.015 0.021 -0.098
O 0.071 3.119 25.415 0.019 -0.218 0.083
O 3.181 9.258 23.117 0.146 0.167 -0.003
O 3.186 10.232 26.021 -0.163 -0.323 0.274
O 0.862 14.098 24.392 0.408 -0.228 0.164
O 1.512 16.633 24.023 0.322 -0.074 -0.082
O 10.941 16.992 28.526 0.214 0.066 -0.093
O 9.495 8.577 21.828 -0.081 0.207 -0.025
O 5.146 7.409 23.145 0.087 0.037 0.087
O 3.453 13.586 24.452 -0.2 0.11 -0.056
O 4.717 11.293 24.028 0.196 0.099 -0.076
O 7.449 1.868 22.763 0.033 0.301 0.075
O 8.074 14.953 24.82 -0.018 -0.155 -0.245
O 9.74 4.737 26.897 -0.2 0.192 0.008
O 9.232 3.31 24.32 -0.08 0.153 -0.066
O 11.467 4.173 31.326 0.277 -0.04 -0.15
O 14.356 1.852 24.612 0.186 0.144 -0.223
O 10.908 10.34 24.69 0.177 0.351 0.112
O 13.202 6.619 25.878 0.011 0.245 -0.232
O 15.439 12.226 24.76 0.062 -0.049 -0.075
O 7.422 11.113 28.082 0.065 0.055 -0.246
O 15.385 16.857 26.672 -0.135 0.238 0.169
O 12.678 12.741 28.964 -0.101 0.013 0.22
O 2.595 2.042 25.497 0.168 0.052 -0.206
O 2.234 3.078 29.859 -0.109 -0.006 0.035
O 1.48 6.612 26.598 0.054 -0.113 -0.001
O 3.274 5.724 28.421 -0.112 -0.084 0.142
O 2.92 7.007 24.434 0.017 -0.011 0.01
O 0.748 9.755 27.105 0.007 0.113 -0.093
O 6.733 16.416 26.755 -0.166 0.126 -0.017
O 7.352 8.455 27.293 -0.119 -0.367 -0.167
O 11.742 14.527 27.226 -0.344 0.018 -0.048
O 3.965 15.249 29.159 -0.226 -0.058 0.119
O 10.739 7.873 25.632 -0.11 -0.172 0.26
O 9.862 5.675 29.75 0.101 0.135 0.195
O 12.875 8.628 24.261 0.153 -0.001 -0.126
O 5.106 7.264 27.441 -0.169 0.054 0.16
O 9.557 16.035 26.586 -0.181 -0.032 0.262
O 5.691 14.334 25.589 0.071 -0.205 -0.201
O 9.922 2.186 26.556 0.03 -0.04 -0.161
O 7.51 3.472 26.268 0.014 -0.025 -0.375
O 15.254 5.605 27.424 0.25 0.076 -0.119
O 10.681 3.347 28.943 0.15 0.023 -0.318
O 13.891 4.044 25.902 -0.094 -0.146 0.167
O 16.067 3.699 29.24 -0.107 -0.14 0.007
O 12.765 5.406 28.124 -0.057 0.036 0.096
O 9.481 9.801 26.98 -0.016 -0.037 0.078
O 1.017 9.843 24.559 -0.148 -0.128 -0.011
O 5.406 12.963 28.698 0.174 -0.187 0.352
O 15.34 12.638 28.814 0.193 0.241 0.025
O 13.833 11.574 26.827 -0.139 0.137 -0.107
O 13.09 16.137 25.502 -0.025 -0.004 -0.172
O 0.143 15.262 28.681 0.019 -0.019 0.189
O 14.627 5.761 29.987 -0.056 0.137 -0.096
O 1.526 16.316 26.698 -0.11 0.18 0.119
O 5.032 15.358 31.541 0.101 0.027 -0.023
O 0.551 1.371 28.67 0.073 -0.056 0.206
O 1.352 12.01 31.476 0.162 0.298 0.191
O 13.917 10.43 29.25 -0.183 0.043 0.222
O 16.08 8.861 29.256 0.022 -0.162 0.482
O 2.181 8.134 28.637 0.216 -0.01 -0.013
O 2.796 12.953 29.437 -0.239 0.067 0.133
O 1.766 10.554 29.39 -0.038 0.185 -0.103
O 4.976 10.343 28.785 -0.171 -0.199 0.012
O 3.801 11.087 31.043 0.04 0.072 -0.08
O 8.018 4.123 28.76 -0.033 -0.023 0.183
O 6.314 16.314 29.426 0.162 0.118 -0.088
O 6.12 2.227 28.133 0.025 0.144 0.113
O 5.63 4.732 27.771 -0.256 -0.194 -0.228
O 4.208 1.23 30.261 0.323 0.054 -0.372
O 6.414 10.39 30.976 -0.066 0.074 0.28
O 4.515 8.557 30.752 -0.315 -0.054 -0.249
O 5.351 6.183 29.987 -0.061 -0.221 0.106
O 5.488 9.091 25.476 0.016 0.014 -0.337
O 3.491 13.833 27.045 -0.091 -0.248 -0.025
O 8.423 1.079 28.475 0.088 0.086 0.133
O 12.066 15.182 29.918 -0.041 -0.186 0.186
O 5.422 11.55 26.477 0.07 0.205 0.002
O 12.161 6.605 30.514 -0.085 0.334 0.334
O 6.618 3.1 31.439 -0.043 -0.027 -0.233
O 11.694 1.514 30.743 -0.046 0.118 -0.292
O 9.299 2.746 30.957 -0.113 -0.109 -0.242
O 13.619 7.871 28.701 -0.039 -0.105 0.101
O 14.272 8.498 31.101 -0.275 -0.232 0.01
O 10.189 17.25 33.22 0.213 0.422 -0.184
O 9.835 16.01 30.917 0.239 -0.012 -0.026

Results
total energy: -108568.253 eV
total energy less fixed offsets of O -438.25, Si -107.07 eV per atom: 9.817 eV
